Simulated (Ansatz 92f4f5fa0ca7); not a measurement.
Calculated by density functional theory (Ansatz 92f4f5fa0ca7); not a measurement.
Periodic cell of 158 atoms, Si96O58N4, from a study of silicon, its oxide and their interface. The atomic structure is a simulated model.

Settings: functional r2SCAN; potential files Ansatz norm-conserving; basis plane waves; wave-function cutoff 1300 eV; density cutoff ratio 4; exchange-correlation grid ratio 1; k mesh 2 x 2 x 1, shifted by 0.5 0.5 0.5 of a step; self-consistency stop 5e-08 eV per atom in the density residual; occupations Fermi-Dirac, 0.05 eV; spin none; net charge 0.

Cell vectors (angstrom)
a  10.9364  -0.1063  0.0739
b  -0.1063  11.0141  0.0364
c  0.1544  0.0761  22.8555

Atoms and the computed forces on them: element, x, y, z (angstrom), force x, y, z (eV/angstrom)
Si  0.5213  -0.2195  -0.7007  -1.01  1.735  -0.034
Si  2.278  3.2216  0.0057  4.7195  -3.6332  1.5848
Si  -0.2039  5.0852  0.381  -1.4359  -0.1762  -1.502
Si  2.3153  8.5486  -0.2087  -0.1511  -1.6294  1.2345
Si  6.153  -0.4927  -0.3148  0.2269  -0.1854  -0.8982
Si  7.6122  2.7083  0.1877  -0.0396  -1.9271  0.3856
Si  5.68  5.0766  0.4617  0.4293  -0.3017  -2.329
Si  8.4047  8.1706  0.1583  -3.6292  -0.1467  -0.3917
Si  1.1389  1.2997  0.9818  0.4241  1.7038  0.1303
Si  3.9629  4.1815  1.6694  -1.5636  -0.1124  -0.7673
Si  0.9163  7.0564  1.4019  2.2239  -1.7512  -1.2446
Si  4.2185  9.634  0.9628  -0.7314  0.3781  0.3908
Si  6.8546  0.8994  1.4504  -0.3878  0.3867  0.8344
Si  8.815  3.7132  1.8366  3.8545  0.6112  -0.9816
Si  7.1898  6.6308  1.6979  -0.6318  1.3251  -2.3597
Si  9.9513  9.5914  1.102  -1.3599  0.417  -0.6577
Si  -0.2743  2.5637  2.7615  0.8911  0.5523  -0.8954
Si  2.6551  0.2986  2.3712  0.4312  -1.9855  0.4619
Si  -0.2763  8.3289  2.6613  0.3687  0.117  3.4304
Si  2.5596  5.6764  3.0086  1.3859  0.8729  -1.5199
Si  5.1263  2.4405  2.7285  0.8095  0.2895  0.8676
Si  8.4099  -0.5563  2.7119  0.0924  2.3218  -0.811
Si  5.94  8.4443  2.4806  -2.7453  -1.4078  0.0996
Si  8.0703  5.3401  3.2122  -0.5634  -1.2441  0.4304
Si  1.5269  3.9928  4.1564  -2.5075  -0.225  0.2553
Si  3.5417  1.4365  4.2544  2.332  -0.8106  -1.2847
Si  1.3274  9.9046  3.9837  -0.2621  -1.1652  -0.597
Si  4.3589  7.1961  3.9918  -1.3377  -0.2717  -0.9823
Si  6.4514  4.0053  4.186  -0.2521  -0.1951  0.1021
Si  9.3212  1.161  4.1274  0.8917  -1.3767  -0.0636
Si  6.8822  9.4628  4.2722  0.0398  0.387  0.3869
Si  9.5171  6.4412  4.4689  -0.5702  2.9797  -1.2766
Si  -0.1344  -0.0288  5.4216  -0.1723  -0.9769  -0.3241
Si  2.3603  2.5568  5.8516  -0.5114  -0.205  -1.049
Si  0.0391  5.4157  5.53  1.664  -1.4051  0.481
Si  2.9437  8.5245  5.3034  -1.0693  -0.0231  0.1108
Si  5.3533  0.03  5.255  -0.1327  -0.3702  1.2283
Si  8.0148  2.5797  5.3255  -1.009  0.2073  1.3067
Si  5.0243  5.5811  5.4675  2.3566  -0.5657  0.3019
Si  8.2226  8.042  5.6553  -1.3244  -1.1044  0.0071
Si  1.1562  0.914  7.0278  0.6547  1.3346  0.6214
Si  3.9316  3.9356  6.631  0.77  0.7589  2.232
Si  1.4667  7.0616  6.4993  0.5392  -0.6115  0.6555
Si  4.1405  9.604  7.0465  -0.0563  0.2915  -1.0476
Si  6.6284  1.2644  6.8927  1.5274  -0.9639  -1.6934
Si  9.5593  3.7313  6.6935  -0.5162  1.1563  0.6165
Si  6.6663  6.8146  7.0996  1.175  -1.2642  -2.5784
Si  9.6258  9.2467  6.9724  0.0948  1.2399  0.7077
Si  -0.0463  2.6136  8.1553  -1.3456  -2.4807  -0.4205
Si  2.7507  -0.2418  8.4165  0.2294  0.9912  0.4811
Si  0.3549  8.1462  8.2766  -0.7407  0.4201  0.389
Si  2.7402  5.6017  7.9328  -0.6363  -0.6679  1.1482
Si  5.4167  2.6367  8.1753  -1.5658  0.8051  0.3181
Si  8.1236  -0.2548  8.1112  0.4667  0.3843  0.0319
Si  5.4341  8.1305  8.3638  0.0947  0.8547  -0.558
Si  8.3691  5.4603  8.0337  -0.7612  -1.2243  0.2486
Si  1.0869  3.8848  9.4809  1.2017  3.6377  0.2019
Si  3.9958  1.3984  9.7988  -0.1407  0.4907  0.4387
Si  1.3322  9.6404  10.049  -0.317  -0.8024  0.4077
Si  3.964  7.0655  9.5676  -1.2189  -1.4103  1.4184
Si  6.681  4.1432  9.3531  -0.4179  0.9511  0.0066
Si  9.4355  1.0838  9.6204  -0.2536  0.5169  0.188
Si  6.7438  9.4648  9.6089  1.0083  1.0942  1.9652
Si  10.3804  6.0174  9.1447  -0.051  -0.8335  -0.6622
Si  -0.375  -0.1915  11.3667  -0.6102  -1.5541  -3.4675
Si  2.3717  3.2847  11.3517  0.8022  -0.9465  0.1433
Si  -1.0476  5.3574  11.1353  0.5074  1.7342  1.0973
Si  3.2078  8.6715  11.3502  -1.5344  -1.9554  0.2215
Si  5.4908  -0.0675  11.2263  -0.8351  -1.6701  1.2005
Si  8.0774  2.853  10.5883  -0.2315  -1.4097  0.3816
Si  4.8473  5.2707  10.8455  1.2523  -0.6382  0.4199
Si  8.3436  8.5033  11.3411  -0.4595  -0.5492  -0.0492
Si  0.8743  0.9775  16.5503  -1.6674  -2.2565  -1.3833
Si  0.8558  12.5485  13.6334  2.5223  0.358  -0.5952
Si  3.5617  7.8275  14.1261  0.4216  2.8325  -2.1643
Si  6.3632  9.5421  13.8304  -0.6787  -2.7889  -2.0941
Si  8.4269  -0.6009  17.9905  -1.2535  -1.3808  -0.5123
Si  7.5177  -4.5406  12.6478  -2.4647  -1.3913  -3.3557
Si  3.3166  10.5009  13.809  -2.1546  3.1198  -2.2108
Si  14.3905  12.6077  17.7231  0.7729  -0.4324  5.4633
Si  -1.9358  6.1959  20.8025  2.3757  -2.922  -2.1164
Si  7.4788  5.3911  16.922  0.7355  0.6963  0.4956
Si  5.1177  10.0759  17.6945  -2.8565  3.1076  0.7356
Si  -4.0849  4.4037  14.624  -0.0131  -2.906  -0.5725
Si  4.7359  5.8897  16.1364  0.4159  0.3557  -1.8605
Si  9.5745  -3.5672  18.0651  0.4458  -3.1065  0.2245
Si  3.5096  7.5151  18.2738  0.6947  4.3142  0.1454
Si  8.021  0.3028  15.3581  1.4344  -1.0039  1.9208
Si  -3.8719  12.6369  13.2184  -0.5301  -1.3273  -2.8683
Si  5.1056  0.9814  15.6958  -3.0558  1.7335  -2.7743
Si  3.7476  14.4457  20.381  1.5078  2.2565  0.1347
Si  3.8746  6.2815  21.0688  -1.31  1.294  1.8972
Si  7.6739  1.1785  20.3324  -0.5491  0.016  2.6667
Si  10.6265  0.3789  19.3199  -0.0469  -2.3478  -0.5533
Si  6.8161  14.968  19.6202  -0.705  1.7945  -2.0954
Si  11.7845  9.042  17.7157  0.0058  1.911  0.992
O  4.6037  2.3199  16.5906  1.7145  -2.4035  -1.6001
O  0.2583  0.6679  20.7105  0.399  0.4651  2.3356
O  6.6839  4.5495  17.9811  -0.5089  -1.507  4.3898
O  -3.0986  5.4786  13.7512  -2.2841  1.1085  -0.3521
O  -0.9122  5.364  21.7454  0.9746  -0.014  0.9572
O  1.0181  4.0593  -0.1354  -3.6776  3.131  -0.6477
O  1.4391  9.64  -1.0872  0.7604  -0.3486  0.1467
O  2.7487  7.4337  21.5882  1.3369  -0.8422  1.4249
O  6.2581  0.297  20.9348  2.5234  0.7361  0.1472
O  8.0127  4.2031  15.9001  -2.4455  0.4666  -1.1417
O  6.3329  3.521  -0.2966  -1.1767  3.7176  1.5851
O  8.2361  1.9766  21.7044  0.986  -1.0835  -1.0837
O  20.7198  6.6376  19.653  -0.4785  1.3008  -0.7727
O  5.2711  6.0707  21.9468  -1.1319  -0.0228  -0.0434
O  7.0961  9.2387  -0.3493  0.8701  -0.1783  0.2985
O  8.4446  7.2298  21.7162  -0.9906  3.1215  1.5337
O  0.2246  0.9087  12.3122  -1.4283  0.907  0.8455
O  7.6762  -8.5106  19.3546  -0.2766  -1.4345  -0.5656
O  1.6924  2.9671  12.8731  -0.5396  -1.8405  0.3256
O  3.7216  4.2113  11.5148  -0.1178  0.7595  -0.3272
O  -1.9659  4.0154  11.39  0.2278  0.4234  -0.0778
O  3.1126  7.4079  12.6097  -0.061  1.7974  -0.6456
O  0.1962  12.5226  15.1335  -0.7055  1.3288  0.2472
N  6.5798  -0.1702  12.7691  -1.2379  3.4761  -0.8135
O  1.9383  0.2971  13.8618  2.7712  -0.4616  -0.5541
O  8.7671  -2.1912  17.9512  -0.8456  0.2116  0.6723
O  7.1952  2.0334  11.7396  0.7847  -0.0228  -1.107
O  5.7881  5.6649  12.1629  2.8495  2.0146  1.1871
N  3.842  9.9895  12.216  1.4613  1.4954  -1.3584
O  9.582  9.3563  12.0506  -0.1255  1.2541  -0.6786
N  8.6498  6.7544  11.4719  -1.6579  -0.0269  2.1273
O  3.564  2.829  18.8936  -1.2203  -1.1755  -1.4889
O  7.1052  -2.606  12.5039  0.9474  -2.2095  2.1901
O  2.782  9.2344  14.5878  -0.6684  -3.36  1.0526
O  4.9981  8.7011  14.1905  2.8546  -0.482  0.2344
O  4.3278  11.7445  14.196  0.517  0.5285  1.788
O  2.1891  12.6195  16.7148  0.9166  0.7197  0.2958
O  6.6921  10.3339  17.6725  1.0671  1.0288  1.5871
O  3.9007  6.265  17.4727  -0.2551  -3.6063  -3.803
O  7.4298  -1.192  15.0522  0.4922  -0.7357  -0.3894
O  6.5234  2.8394  13.8826  0.377  2.8747  1.7528
O  14.931  0.0822  18.4635  1.5794  1.0547  -1.1219
O  5.3242  4.4966  15.4067  0.4023  1.3706  -0.6559
O  3.5622  17.5035  14.9473  1.7172  -1.4543  2.9466
O  -2.5124  12.1582  13.9903  0.7667  0.4565  0.3766
O  9.0602  11.1406  16.647  -3.3202  -0.3252  -0.0454
O  15.5327  10.4459  16.3136  0.4285  -0.8704  0.0743
O  3.042  4.9173  20.8691  1.5819  -2.557  -1.221
O  0.9153  10.3323  16.5064  0.221  0.3262  0.5617
O  -0.1554  7.9963  17.1885  0.2254  -0.9073  0.0304
O  3.9047  -4.0601  19.6177  2.186  -0.3549  1.4695
N  -2.2298  11.2125  19.4983  1.042  1.0025  -1.7356
O  3.3407  13.6041  21.655  -1.6862  -0.284  1.245
O  6.2116  6.5024  16.5355  1.8653  -0.3072  -0.9349
O  2.1544  8.3853  18.2349  0.2665  -0.2913  -1.131
O  6.639  1.1116  15.6372  3.2198  0.3881  0.5361
O  11.0954  1.3074  18.0209  -1.0009  -0.2284  1.5972
O  7.9178  5.0228  20.2808  -0.4324  -0.0673  0.1887
O  8.7993  17.0353  17.3834  -0.81  2.8978  0.3481
O  4.7476  8.6075  17.9463  -1.1285  -2.1232  0.6904
O  11.2911  -1.12  18.978  -0.7324  0.096  -0.7175
O  5.5126  3.7247  20.3188  -1.8134  0.3708  -0.8153

Results
free energy: -39357.767 eV
free energy less fixed offsets of N -289.75, O -463.61, Si -117.95 eV per atom: 13.813 eV
pressure: -3.01 GPa
stress xx, yy, zz, yz, xz, xy (GPa, positive in tension): 2.88, 3.92, 2.22, -0.17, 0.38, -0.77
